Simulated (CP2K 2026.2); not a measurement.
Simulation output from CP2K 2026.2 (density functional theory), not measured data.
Periodic cell of 534 atoms, Si358O176, from a study of silicon, its oxide and their interface. The atomic structure is a simulated model.
Doubt: the forces sum to 1.89 eV/angstrom along one axis rather than to zero, so they err by at least 0.0035 eV/angstrom per atom on average; the grid cutoff is modest.

Settings
functional: PBE
method: Gaussian and plane waves
basis set: DZVP-MOLOPT-SR-GTH
pseudopotentials: GTH-PBE
grid cutoff: 350 Ry, relative cutoff 50 Ry
k points: Gamma only
occupations: fixed
spin: none
net charge: 0

Cell vectors (angstrom)
a 16.32 0 0
b 0 16.32 0
c 0.5352 0.454 35.1844

Atoms and the computed forces on them: element, x, y, z (angstrom), force x, y, z (eV/angstrom)
Si 0.495 16.019 0.349 0.186 -0.129 0.584
Si 3.756 3.169 35.005 -0.232 0.036 0.777
Si 15.829 4.696 34.641 0.421 0.424 0.591
Si 3.586 7.606 0.055 0.418 -0.183 0.741
Si 0.615 11.494 35.099 0.325 -0.127 0.753
Si 2.615 14.77 35.081 -0.013 -0.009 0.637
Si 6.129 1.084 34.804 0.197 0.313 0.503
Si 8.844 3.129 34.882 0.056 0.263 0.592
Si 5.341 5.927 0.093 -0.347 0.177 0.399
Si 7.856 8.539 0.4 -0.024 -0.002 0.727
Si 5.589 10.566 0.234 -0.088 0.148 0.716
Si 8.39 13.31 0.005 0.006 0.018 0.657
Si 11.064 0.794 34.744 0.172 -0.223 0.636
Si 13.953 2.63 34.524 0.227 -0.481 0.511
Si 12.004 6.879 34.563 -0.202 0.483 0.335
Si 13.94 8.491 0.066 -0.137 0.172 0.59
Si 10.928 11.349 35.079 0.341 -0.014 0.602
Si 14.609 13.636 35.097 -0.232 0.189 0.843
Si 1.624 1.554 1.263 0.041 0.08 0.047
Si 4.291 4.198 1.308 -0.027 0.023 -0.047
Si 1.291 6.57 1.618 -0.196 -0.141 0.275
Si 4.164 9.347 1.599 -0.035 -0.057 -0.082
Si 1.529 12.361 1.163 0.001 0.069 -0.084
Si 3.978 14.95 1.211 -0.46 -0.225 0.484
Si 6.97 1.548 1.255 -0.031 -0.002 -0.03
Si 9.654 4.259 0.873 -0.26 -0.217 0.408
Si 6.798 6.913 1.594 -0.001 -0.08 -0.013
Si 9.433 9.708 1.624 0.029 0.02 0.01
Si 6.771 12.274 1.347 0.003 -0.009 -0.023
Si 9.628 14.994 1.057 0.025 0.004 -0.021
Si 12.177 1.278 1.081 -0.027 -0.012 -0.104
Si 15.817 4.973 1.539 -0.026 0.001 0.007
Si 12.425 7.24 1.337 -0.061 -0.037 -0.077
Si 15.275 9.702 1.438 0.039 0.047 -0.035
Si 12.281 12.111 1.029 -0.074 0.039 -0.028
Si 15.051 14.877 1.338 -0.07 -0.047 -0.02
Si 0.241 2.955 2.606 -0.005 0.013 -0.001
Si 2.925 0.187 2.669 0.061 -0.042 -0.079
Si 0.186 8.272 2.793 0.014 -0.051 0.031
Si 2.929 5.441 2.823 0.053 0.047 0.018
Si 0.155 13.604 2.697 0.033 0.004 -0.044
Si 2.833 10.98 2.632 -0.008 0.027 -0.007
Si 5.656 2.869 2.673 -0.05 -0.02 -0.034
Si 8.298 0.051 2.497 0.005 0.003 -0.003
Si 5.561 8.226 3.035 -0.007 0.026 0.032
Si 8.398 5.521 2.547 0.017 -0.073 -0.039
Si 5.424 13.687 2.625 0.015 0.036 -0.02
Si 8.134 11.104 2.885 -0.057 -0.001 0.026
Si 11.012 2.894 2.371 -0.045 0.034 0.031
Si 13.664 0.058 2.507 -0.014 -0.003 0.038
Si 10.961 8.355 2.755 0.034 0.044 0.007
Si 13.82 5.749 2.592 0.034 -0.029 0.007
Si 11.068 13.682 2.44 0.025 -0.036 0.002
Si 13.689 10.979 2.623 0.016 0.024 -0.008
Si 1.56 4.113 4.163 -0.031 0.001 -0.009
Si 4.296 1.498 4.044 -0.003 0.017 0.008
Si 1.505 9.678 4.084 0.019 0.004 -0.001
Si 4.193 6.829 4.235 -0.012 0.011 0.03
Si 1.514 15.085 3.966 0 -0.05 0.018
Si 4.18 12.31 4.044 0.025 -0.023 0.019
Si 7.041 4.208 3.996 -0.009 0.024 0.028
Si 9.671 1.493 3.824 0.028 0.021 -0.021
Si 6.924 9.652 4.248 0.02 0.017 0.029
Si 9.665 6.882 4.014 -0.043 -0.009 0.011
Si 6.898 15.071 3.91 0 -0.003 -0.004
Si 9.675 12.465 3.988 -0.003 0.025 -0.04
Si 12.428 4.218 3.81 -0.044 0.034 -0.03
Si 15.081 1.511 3.827 0.023 -0.012 -0.063
Si 12.372 9.674 4.071 0.039 -0.029 -0.018
Si 15.076 6.988 4.134 -0.006 -0.004 -0.012
Si 12.365 15.031 3.918 0.008 0.01 0.026
Si 15.053 12.317 4.034 0.007 -0.005 0.016
Si 16.483 16.459 10.809 -0.004 -0.005 0.002
Si 2.861 2.826 10.824 0.001 0.018 -0.005
Si 16.476 5.551 10.813 -0.014 0.009 -0.016
Si 2.836 8.282 10.843 -0.001 0.018 -0.001
Si 16.451 11.017 10.853 0.008 -0.014 0
Si 2.874 13.725 10.829 0.003 -0.012 0.002
Si 5.593 16.437 10.84 0.001 -0.016 0.005
Si 8.343 2.828 10.837 0.019 -0.001 0.004
Si 5.592 5.542 10.832 0.009 -0.003 -0.005
Si 8.293 8.271 10.798 0.006 -0.006 -0.003
Si 5.563 11.017 10.81 -0.01 0.004 0
Si 8.308 13.744 10.8 -0.026 0.008 -0.005
Si 11.051 16.45 10.817 0.002 0.009 0.006
Si 13.771 2.847 10.798 -0.005 0.006 -0.005
Si 11.053 5.548 10.799 0.007 -0.007 -0.009
Si 13.736 8.275 10.835 -0.007 0.008 0.005
Si 11.02 11.021 10.814 -0.013 0.009 0.003
Si 13.756 13.75 10.83 0.021 -0.015 0.001
Si 1.509 1.481 12.214 -0.01 -0.018 0.003
Si 4.215 4.189 12.189 -0.004 -0.007 0.007
Si 1.478 6.914 12.209 0.001 -0.011 0.013
Si 4.188 9.668 12.174 0.011 -0.013 0.004
Si 1.52 12.373 12.196 0.005 -0.001 0.002
Si 4.229 15.079 12.202 0 -0.009 -0.003
Si 6.969 1.472 12.194 -0.013 0.006 0.006
Si 9.713 4.196 12.176 0.004 0.023 -0.004
Si 6.938 6.923 12.181 -0.003 0.017 0.009
Si 9.642 9.644 12.143 -0.019 -0.02 -0.005
Si 6.92 12.401 12.144 0.015 -0.009 -0.011
Si 9.673 15.093 12.169 0.001 -0.018 -0.004
Si 12.427 1.495 12.163 0.02 0.005 0
Si 15.14 4.188 12.175 0.006 0.003 -0.006
Si 12.396 6.891 12.188 -0.02 -0.007 -0.002
Si 15.085 9.641 12.2 -0.006 -0.009 -0.001
Si 12.399 12.37 12.182 0.003 0.001 0.009
Si 15.15 15.1 12.182 -0.003 0.012 -0.009
Si 16.49 2.866 13.587 -0.019 0.02 0.007
Si 2.865 16.421 13.571 0.003 0.006 0.005
Si 16.412 8.262 13.574 -0.014 0.014 0.011
Si 2.849 5.55 13.563 0.009 -0.006 -0.009
Si 16.515 13.751 13.561 -0.003 -0.001 0.005
Si 2.854 11.02 13.582 -0.003 0.01 0.008
Si 5.578 2.818 13.536 0.008 0.005 -0.016
Si 8.331 16.437 13.568 0.017 0 -0.004
Si 5.529 8.289 13.506 -0.005 0.008 -0.006
Si 8.337 5.559 13.506 0.006 -0.005 0.002
Si 5.596 13.734 13.569 -0.004 -0.016 0.015
Si 8.248 11.008 13.465 0.015 -0.001 -0.002
Si 11.081 2.841 13.541 -0.011 0.002 0.006
Si 13.826 0.178 13.52 0.008 -0.011 -0.012
Si 11.007 8.278 13.487 -0.003 0.009 0.001
Si 13.782 5.523 13.54 0.013 0.011 -0.003
Si 11.041 13.743 13.524 -0.024 -0.006 0.017
Si 13.748 11.01 13.575 -0.011 -0.014 0.005
Si 1.536 4.196 14.987 0.021 0.017 0.024
Si 4.243 1.441 14.918 0.007 0.009 -0.016
Si 1.433 9.663 14.901 -0.018 -0.037 0.008
Si 4.181 6.948 14.899 0.008 0.004 0.001
Si 1.539 15.08 14.995 -0.003 -0.017 0
Si 4.226 12.393 14.949 0.012 -0.022 -0.004
Si 6.959 4.201 14.834 -0.003 0.008 -0.005
Si 9.716 1.497 14.9 0.017 -0.011 -0.007
Si 6.834 9.706 14.829 -0.04 -0.022 0.008
Si 9.666 6.939 14.871 0.011 0.006 0.036
Si 6.973 15.078 14.945 -0.012 0.018 0.023
Si 9.653 12.315 14.8 0.008 0.004 0.016
Si 12.476 4.148 14.921 0.028 -0.026 0.013
Si 15.161 1.504 14.967 -0.031 -0.024 0.002
Si 12.367 9.589 14.876 -0.015 0.005 -0.029
Si 15.076 6.868 14.966 -0.002 0.009 0.012
Si 12.431 15.164 14.821 0.02 -0.017 -0.026
Si 15.136 12.411 14.898 -0.005 -0.006 -0.011
Si 16.544 16.499 16.348 0.011 0.003 0.025
Si 2.934 2.796 16.313 -0.005 0 -0.003
Si 16.465 5.542 16.367 -0.012 0.002 -0.008
Si 2.748 8.281 16.255 0.003 -0.002 0.013
Si 16.438 11.041 16.302 0 0.036 0.001
Si 2.931 13.742 16.385 0.001 0 -0.006
Si 5.595 16.434 16.327 0.008 -0.023 0.008
Si 8.301 2.842 16.205 -0.022 0 -0.015
Si 5.624 5.594 16.164 0.019 0.001 -0.009
Si 8.21 8.359 16.105 0.027 0.02 0.009
Si 5.502 10.992 16.333 0.01 -0.044 0.06
Si 8.362 13.648 16.209 0.01 -0.028 0.012
Si 11.149 16.507 16.25 -0.008 0.035 0.008
Si 13.794 2.793 16.402 -0.017 0.013 0.04
Si 11.121 5.574 16.169 -0.028 0.07 -0.003
Si 13.638 8.193 16.298 -0.041 -0.022 0.013
Si 10.98 10.954 16.173 0.003 -0.012 -0.051
Si 13.791 13.852 16.176 0.005 0.021 -0.025
Si 1.683 1.421 17.789 0.015 -0.028 -0.018
Si 4.382 4.187 17.53 0 0.032 0.003
Si 1.446 6.967 17.729 -0.016 -0.003 0.016
Si 3.964 9.667 17.671 -0.003 0.063 -0.001
Si 1.531 12.368 17.696 0.008 -0.024 -0.007
Si 4.331 15.073 17.815 0.019 -0.006 0.039
Si 7.02 1.462 17.628 0.032 0.032 -0.002
Si 9.656 4.3 17.425 -0.025 0.004 -0.03
Si 6.856 7.058 17.509 -0.037 -0.06 0.008
Si 9.588 9.6 17.517 -0.013 0.027 0.056
Si 6.996 12.319 17.616 -0.009 -0.031 -0.072
Si 9.868 14.984 17.433 0.059 -0.065 -0.084
Si 12.382 1.499 17.842 -0.009 -0.01 0.018
Si 15.24 4.079 17.77 0.002 -0.005 0.007
Si 12.344 6.807 17.776 0.02 -0.017 0.022
Si 14.977 9.638 17.54 -0.018 -0.01 0.022
Si 12.387 12.414 17.336 -0.023 0.039 -0.042
Si 15.058 15.229 17.645 -0.032 0.017 -0.047
Si 0.333 2.752 19.192 0 0.027 0.057
Si 3.093 16.462 19.302 -0.044 0.02 -0.004
Si 16.286 8.407 19.009 0.074 0.002 0.058
Si 2.934 5.47 18.825 -0.006 -0.003 0.025
Si 16.485 13.86 18.857 -0.004 0.03 0.014
Si 2.681 10.984 19.27 -0.01 -0.012 -0.015
Si 5.847 3.024 19.006 0.04 0.019 0.075
Si 8.469 16.225 18.716 -0.06 0.009 0.037
Si 5.324 8.251 18.897 -0.022 -0.032 -0.006
Si 8.666 6.065 18.624 0.177 0.32 -0.455
Si 5.751 13.647 19.09 0.016 -0.05 0.068
Si 8.314 10.924 18.989 0.079 -0.12 0.105
Si 10.836 2.994 18.956 -0.025 -0.037 0.043
Si 13.801 16.46 19.301 0.004 0.005 0.058
Si 10.358 7.807 18.818 -0.017 -0.062 -0.088
Si 13.846 5.341 19.146 0.001 -0.023 -0.004
Si 11.188 13.676 18.867 0.047 0.063 0.078
Si 13.623 11.117 18.75 0.379 0.189 -0.237
Si 2.032 3.939 20.328 -0.182 -0.033 -0.7
Si 4.423 1.875 20.482 0.165 -0.229 -0.494
Si 0.708 10.089 20.558 0.351 -0.152 -0.735
Si 4.325 6.565 20.316 -0.18 0.346 -0.733
Si 1.331 15.217 20.382 0.24 0.044 -0.678
Si 4.535 12.049 20.337 -0.149 0.039 -0.813
Si 6.84 4.613 20.547 -0.162 -0.531 -0.596
Si 9.388 1.508 20.079 0.201 0.089 -0.643
Si 6.577 9.719 20.137 0.223 0.139 -0.652
Si 10.464 8.728 21.038 0.003 0.141 -0.473
Si 7.532 14.724 20.276 -0.117 -0.082 -0.668
Si 9.714 12.445 20.197 0.256 -0.366 -0.043
Si 12.046 4.396 20.412 0.347 -0.249 -0.68
Si 15.546 1.23 20.617 -0.295 0.079 -0.766
Si 11.451 10.79 21.043 -0.673 0.16 -0.089
Si 14.825 7.142 20.337 0.2 -0.308 -0.711
Si 12.786 14.587 20.42 -0.089 0.187 -0.678
Si 15.035 12.468 20.012 -0.003 0.046 -0.471
Si 10.615 12.263 27.107 -0.162 -0.048 -0.009
Si 2.034 4.53 25.209 -0.238 -0.008 -0.14
Si 14.369 8.284 25.146 -0.068 0.065 -0.111
Si 1.65 11.639 24.759 0.113 0.043 -0.069
Si 15.576 3.553 25.948 -0.081 0.036 0.041
Si 7.086 1.019 21.809 -0.047 -0.004 -0.018
Si 8.168 5.118 23.099 0.084 -0.003 -0.248
Si 16.446 8.005 22.798 -0.147 0.084 -0.306
Si 7.825 8.24 22.56 0.137 -0.085 -0.11
Si 2.74 13.313 22.511 -0.095 -0.052 -0.156
Si 8.117 4.97 26.123 0.053 0.046 -0.14
Si 9.763 1.16 23.009 -0.149 0.04 -0.166
Si 15.326 1.734 23.635 -0.04 0.167 -0.036
Si 11.048 3.924 23.21 -0.036 -0.067 -0.08
Si 12.074 7.251 21.417 -0.269 0.248 -0.183
Si 10.066 12.241 24.317 0.101 0.16 -0.133
Si 11.385 14.888 23.295 0.016 0.127 -0.233
Si 1.29 1.765 25.461 -0.084 0.054 -0.002
Si 2.292 5.934 22.545 0.033 0.085 -0.324
Si 13.471 12.119 27.44 0.131 0.063 0.064
Si 3.529 13.718 25.17 -0.1 -0.014 -0.053
Si 3.098 16.147 26.886 -0.079 0.066 0.048
Si 14.29 4.338 28.755 -0.01 0.065 -0.156
Si 10.519 6.67 26.62 -0.098 -0.02 -0.145
Si 5.458 11.727 26.148 -0.066 -0.03 -0.059
Si 12.198 8.44 30.168 0.042 0.118 -0.058
Si 4.425 1.755 28.612 -0.075 -0.088 0.161
Si 3.474 15.465 29.552 -0.051 0.03 0.246
Si 12.381 6.275 24.394 0.027 -0.224 -0.097
Si 9.379 9.543 26.978 0.068 -0.038 -0.045
Si 14.648 13.514 29.655 0.071 -0.049 0.108
Si 11.508 5.695 29.255 -0.142 -0.122 0.04
Si 15.92 10.885 30.313 -0.088 -0.091 0.064
Si 14.22 1.433 29.779 -0.029 -0.016 0.222
Si 2.344 3.594 29.717 -0.017 0.107 0.257
Si 3.836 4.741 32.312 0.02 0.081 0.17
Si 3.738 6.575 26.9 0.067 0.156 -0.25
Si 3.21 9.523 26.426 -0.031 -0.042 -0.058
Si 14.133 15.352 24.7 -0.068 -0.007 -0.181
Si 6.531 6.462 27.859 0.043 0.045 0.116
Si 2.217 8.08 28.818 -0.087 0.183 0.047
Si 7.417 2.677 28.214 0.063 0.042 0.01
Si 15.041 12.591 25.008 0.074 0.038 -0.07
Si 9.503 9.015 30.856 -0.076 0.106 0.056
Si 7.052 10.605 31.362 0.06 -0.011 0.065
Si 7.313 13.518 31.119 -0.026 0.104 0.18
Si 12.73 10.743 23.902 0.041 -0.142 -0.268
Si 10.798 14.807 28.458 0.019 0.092 0.079
Si 14.123 9.367 32.257 0.198 -0.054 0.306
Si 14.375 9.351 28.061 0.159 -0.026 0.071
Si 8.188 16.059 28.121 -0.001 -0.154 0.083
Si 13.78 15.643 27.783 -0.01 -0.024 0.093
Si 2.169 7.307 31.62 0.067 -0.163 0.073
Si 0.505 1.483 31.006 -0.032 -0.035 0.125
Si 4.669 10.175 33.086 -0.109 0.135 0.135
Si 0.485 5.995 29.556 -0.027 -0.064 0.126
Si 6.033 13.953 28.366 -0.015 0.145 -0.02
Si 1.747 15.25 32.06 -0.069 -0.039 0.233
Si 6.997 4.823 32.817 -0.054 0.002 0.208
Si 8.397 4.851 29.952 0.044 0.077 0.136
Si 7.287 9.036 29.017 0.004 -0.106 0.219
Si 10.591 8.572 33.638 0.582 -0.117 0.347
Si 9.322 15.323 30.77 0.101 0.032 0.11
Si 7.687 15.66 32.926 -0.026 0.063 0.11
Si 14.829 6.909 33.341 -0.123 0.021 -0.061
Si 14.891 14.874 32.359 0.192 0.054 0.095
Si 7.897 10.445 24.545 -0.075 -0.009 -0.157
Si 16.064 2.109 33.752 -0.395 -0.145 0.285
Si 13.014 0.983 32.441 -0.235 -0.047 0.07
Si 1.785 10.097 32.396 0 0.042 0.194
O 2.576 14.825 33.406 0.097 -0.287 -0.298
O 5.037 15.511 0.095 0.042 -0.345 -0.325
O 1.285 2.419 29.986 0.129 0.013 -0.244
O 3.304 4.049 33.696 -0.246 0.214 -0.136
O 16.827 3.427 34.387 0.712 -0.167 0.103
O 16.126 2.372 32.157 -0.13 0.418 -0.132
O 4.233 8.807 33.815 0.053 -0.241 -0.605
O 6.257 7.96 28.406 -0.474 0.029 0.021
O 3.333 10.615 32.277 -0.015 0.403 -0.39
O 1.128 10.792 33.717 -0.175 0.012 -0.342
O 16.517 14.709 32.229 0.041 -0.405 -0.185
O 4.744 12.665 25.038 0.17 -0.133 -0.348
O 6.98 0.682 33.471 0.008 0.315 -0.452
O 4.883 2.085 34.471 -0.077 -0.282 -0.271
O 7.827 3.679 33.686 -0.224 -0.338 -0.186
O 7.95 5.092 31.513 0.384 0.04 -0.243
O 2.042 7.041 0.208 -0.345 0.081 -0.549
O 6.727 6.043 33.88 0.151 0.314 -0.446
O 9.194 8.244 34.403 -0.11 -0.25 -0.43
O 7.34 10.046 34.882 0.048 0.12 -0.318
O 5.129 11.34 34.138 -0.482 0.365 -0.315
O 5.982 9.781 32.24 0.194 -0.551 0.029
O 9.063 16.119 32.156 0.493 0.627 0.223
O 8.112 14.584 34.049 -0.404 -0.146 -0.138
O 9.934 1.963 34.394 0.193 0.126 -0.343
O 11.775 16.649 33.304 -0.081 -0.357 -0.195
O 13.131 2.462 33.108 -0.183 0.462 -0.456
O 14.27 4.203 34.844 -0.273 0.219 0.098
O 11.067 5.571 34.937 0.034 -0.342 -0.551
O 13.244 6.546 33.526 0.056 -0.204 -0.56
O 15.356 7.675 34.681 0.482 -0.206 0.169
O 11.025 10.168 33.908 0.283 -0.025 -0.412
O 6.71 14.811 31.919 -0.812 0.032 0.003
O 9.947 12.595 34.589 0.205 0.151 -0.648
O 14.22 14.204 31.05 -0.278 -0.175 -0.073
O 14.363 16.398 32.637 0.11 0.226 0.077
O 1.501 4.94 21.516 -0.381 0.15 0.277
O 2.765 5.475 26.273 0.023 -0.104 0.425
O 5.504 1.473 21.725 0.017 -0.081 0.476
O 14.792 2.954 24.611 -0.347 0.252 0.058
O 0.701 9.321 22.013 0.066 -0.015 0.282
O 10.373 13.234 28.377 -0.214 -0.34 0.557
O 3.507 6.687 21.748 -0.079 0.201 0.327
O 1.382 7.09 23.195 0.1 0.184 0.793
O 3.858 14.923 26.164 0.58 0.071 0.067
O 1.75 14.165 21.563 0.004 -0.325 0.105
O 4.019 12.808 21.676 0.186 0.112 0.348
O 3.231 14.301 23.692 0.246 0.783 -0.106
O 5.613 5.655 20.689 -0.029 -0.024 0.1
O 7.265 4.228 22.081 -0.152 -0.535 0.344
O 10.2 1.108 21.439 0.375 0.058 0.137
O 7.869 1.91 20.664 -0.153 0.258 -0.165
O 5.604 10.879 20.795 -0.104 0.102 0.321
O 6.987 8.582 21.233 -0.292 -0.317 -0.12
O 8.18 5.406 20.056 0.514 0.124 0.366
O 9.355 8.596 22.234 0.195 0.359 0.546
O 7.102 15.729 21.502 -0.084 -0.046 0.397
O 7.824 4.62 24.588 -0.232 -0.315 0.15
O 8.645 13.606 20.81 0.009 0.102 0.435
O 12.392 10.563 19.716 -0.304 -0.41 -0.258
O 11.995 3.69 21.896 0.007 -0.529 0.263
O 11.992 4.686 24.313 0.312 -0.32 0.375
O 15.172 1.997 22.03 -0.13 0.383 0.109
O 16.592 16.326 20.986 -0.037 0.001 0.532
O 11.253 11.136 24.431 -0.194 -0.483 0.55
O 12.541 10.792 22.282 0.486 0.031 0.064
O 15.543 7.083 21.807 0.068 -0.409 0.443
O 13.382 7.868 20.655 -0.059 0.436 0.037
O 10.388 16.127 23.632 -0.119 -0.205 0.748
O 11.975 14.971 21.785 -0.12 0.4 0.233
O 16.004 11.37 20.814 0.002 0.129 0.423
O 13.96 13.467 20.828 0.027 -0.2 0.491
O 14.602 2.975 29.553 0.276 0.08 0.246
O 3.324 6.309 32.236 0.1 0.213 0.148
O 15.649 8.4 24.148 0.322 0.118 0.273
O 12.506 6.812 22.894 0.248 0.278 0.012
O 16.441 2.269 26.494 0.08 -0.164 0.491
O 2.062 11.998 23.212 -0.254 -0.247 -0.16
O 7.243 9.265 23.663 -0.497 -0.1 0.208
O 13.828 11.86 24.251 -0.114 0.301 0.03
O 13.767 0.816 28.373 -0.13 0.213 -0.339
O 0.58 1.545 24.011 0.478 -0.173 -0.358
O 7.46 6.398 26.538 0.031 0.306 -0.132
O 2.392 2.952 25.382 0.735 -0.138 0.118
O 8.11 1.204 23.093 -0.27 0.204 0.611
O 7.753 6.684 22.969 -0.371 -0.114 -0.024
O 4.487 10.508 26.609 0.162 -0.025 0.326
O 3.702 7.996 26.05 0.325 -0.159 -0.695
O 10.796 9.244 29.878 0.054 0.245 -0.273
O 8.647 10.262 31.471 0.176 0.435 0.555
O 5.158 5.879 27.236 0.105 -0.54 0.097
O 1.941 0.382 25.924 -0.329 -0.325 -0.054
O 7.549 3.737 26.993 -0.18 0.022 -0.009
O 5.899 2.387 28.677 -0.199 0.385 0.237
O 10.456 2.477 23.683 0.203 0.028 0.415
O 9.763 4.873 22.856 0.278 0.452 0.026
O 0.396 4.63 25.418 -0.25 0.663 -0.075
O 3.22 2.931 20.937 -0.15 -0.254 0.358
O 11.454 5.906 20.694 -0.502 -0.063 -0.324
O 9.676 5.295 26.403 0.213 -0.57 -0.128
O 11.579 6.305 27.761 0.264 0.132 -0.037
O 8.723 11.567 23.679 -0.257 0.178 -0.644
O 9.026 9.725 25.431 0.492 -0.189 -0.291
O 13.768 6.756 25.096 0.333 -0.297 0.133
O 12.622 14.917 24.326 -0.133 -0.051 0.469
O 13.472 12.612 28.987 -0.604 -0.15 0.352
O 15.275 5.506 29.342 -0.222 0.239 0.234
O 15.61 0.712 30.25 -0.115 -0.272 -0.023
O 4.202 0.968 27.207 0.445 0.041 -0.594
O 2.645 8.256 30.37 0.507 0.47 -0.07
O 5.785 12.704 27.384 -0.038 -0.261 0.011
O 10.553 13.505 23.439 -0.183 -0.272 -0.281
O 15.146 14.103 24.42 0.531 -0.001 -0.116
O 14.727 12.692 26.601 0.331 0.156 0.326
O 14.621 4.127 27.144 -0.306 0.051 -0.146
O 1.58 0.495 31.688 0.487 0.319 -0.301
O 5.466 4.521 32.281 0.045 -0.428 -0.321
O 0.738 7.379 28.72 -0.433 0.23 -0.381
O 9.822 8.012 27.174 0.163 -0.122 0.413
O 9.7 12.694 25.838 -0.479 0.25 0.193
O 6.776 11.13 25.457 -0.065 -0.01 -0.007
O 11.901 6.854 30.312 0.181 -0.187 0.621
O 4.115 0.648 29.794 0.087 0.094 0.758
O 8.373 8.243 29.965 -0.091 -0.652 0.136
O 6.911 12.139 31.833 -0.002 0.083 0.536
O 4.659 14.513 29.006 0.024 -0.353 0.158
O 8.014 1.276 27.682 0.036 0.145 -0.303
O 6.936 15.122 27.657 -0.092 0.192 -0.579
O 9.652 15.582 27.596 0.2 0.05 -0.417
O 11.203 7.026 25.206 -0.403 0.564 -0.112
O 10.419 10.696 27.438 0.487 -0.06 0.4
O 3.25 6.945 28.372 0.214 -0.422 0.499
O 12.141 12.55 26.667 0.084 0.439 -0.634
O 15.873 12.466 29.911 0.361 0.099 -0.118
O 14.851 14.727 28.599 0.663 0.201 -0.245
O 16.364 11.69 24.827 -0.23 -0.184 -0.241
O 12.7 9.073 31.575 -0.209 0.206 0.208
O 14.809 10.586 31.467 -0.1 0.515 0.242
O 14.533 0.344 23.862 -0.075 -0.177 -0.336
O 12.27 15.074 27.895 -0.172 -0.258 -0.379
O 1.494 4.812 29.083 -0.023 -0.092 -0.299
O 1.683 8.479 32.641 -0.163 0.03 0.316
O 3.41 3.012 28.665 0.087 0.152 -0.287
O 3.15 3.999 31.06 0.02 -0.358 -0.102
O 13.247 9.341 24.56 -0.315 -0.229 -0.104
O 15.587 9.968 28.989 0.206 -0.029 -0.107
O 0.944 6.371 31.081 -0.335 -0.345 0.217
O 14.812 8.54 26.708 0.329 -0.282 0.169
O 14.212 15.73 26.253 0.239 0.191 0.079
O 2.686 14.771 30.798 0.008 -0.616 -0.241
O 13.492 10.53 27.431 -0.267 0.039 -0.12
O 15.759 12.546 34.708 -0.088 -0.078 -0.153
O 7.311 5.673 29.046 -0.027 -0.096 -0.001
O 2.665 4.985 23.788 0.353 -0.341 -0.006
O 8.21 3.296 29.496 0.094 -0.52 0.182
O 8.25 15.981 29.74 -0.273 0.311 0.15
O 2.242 12.853 25.677 -0.099 -0.009 0.677
O 2.385 9.368 27.843 -0.362 0.448 0.287
O 12.735 4.625 29.164 -0.041 -0.297 0.214
O 13.954 9.69 33.852 -0.441 0.687 0.037
O 8.918 13.773 31.088 0.441 -0.594 -0.053
O 2.449 15.649 28.291 -0.522 -0.028 0.095
O 6.853 13.359 29.603 0.036 -0.27 -0.156
O 2.237 10.214 25.296 -0.034 -0.444 -0.107
O 14.971 7.97 32.122 0.266 -0.088 -0.645
O 9.986 5.206 29.663 -0.074 0.168 -0.12
O 14.203 14.13 33.614 -0.59 -0.192 -0.467
O 12.983 1.202 30.834 -0.485 -0.043 -0.303
O 13.359 8.559 29.044 0.065 -0.537 -0.253
O 10.148 8.239 32.108 0.191 -0.548 -0.236
O 15.769 5.608 33.283 0.402 -0.129 -0.736
O 16.823 0.725 34.078 0.228 -0.365 -0.522
O 10.751 15.307 30.019 0.432 0.141 0.12
O 8.04 9.788 27.825 -0.112 0.508 -0.303
O 1.017 10.544 31.025 0.229 -0.049 -0.25
O 6.586 10.221 29.855 -0.539 0.402 -0.486
Si 0.113 0.147 5.27 0.009 -0.016 -0.034
Si 2.93 2.781 5.472 0.035 0.002 0.002
Si 0.151 5.556 5.405 0.021 0.025 -0.009
Si 2.832 8.285 5.466 -0.003 0.001 -0.004
Si 0.095 10.987 5.423 -0.002 0.04 -0.007
Si 2.841 13.723 5.368 0.016 0.01 -0.014
Si 5.629 0.108 5.362 -0.018 0 0.009
Si 8.356 2.796 5.316 0.018 0.013 -0.013
Si 5.656 5.493 5.452 0.014 -0.009 0.005
Si 8.342 8.239 5.447 -0.004 0.002 0.006
Si 5.528 11.021 5.495 -0.021 0.01 0.016
Si 8.291 13.788 5.339 -0.02 -0.028 0.003
Si 11.013 0.132 5.245 -0.033 -0.048 -0.006
Si 13.74 2.85 5.245 0.033 0.014 -0.014
Si 11.074 5.52 5.299 0.03 -0.014 -0.01
Si 13.716 8.329 5.463 0.008 0.039 0.015
Si 11.008 11.067 5.374 0.002 -0.004 -0.003
Si 13.726 13.732 5.348 -0.002 0.031 0.01
Si 1.492 1.43 6.725 -0.011 0.008 -0.007
Si 4.277 4.159 6.807 0.005 0.018 0.013
Si 1.474 6.918 6.799 -0.023 0.01 -0.002
Si 4.188 9.637 6.825 0.005 0.002 0.001
Si 1.473 12.379 6.74 -0.039 -0.01 0
Si 4.236 15.074 6.712 0.018 0.006 -0.003
Si 6.984 1.475 6.716 -0.005 0.005 0.022
Si 9.708 4.168 6.683 -0.008 0.014 -0.014
Si 6.965 6.899 6.802 0.001 0.002 -0.002
Si 9.692 9.657 6.748 -0.013 -0.028 0
Si 6.958 12.406 6.741 -0.002 -0.018 -0.01
Si 9.662 15.139 6.689 -0.013 0.035 -0.008
Si 12.39 1.477 6.629 -0.002 0 0.002
Si 15.086 4.176 6.693 -0.006 -0.037 0.002
Si 12.366 6.899 6.732 0.009 -0.016 0.01
Si 15.084 9.658 6.815 -0.001 -0.024 0.004
Si 12.379 12.394 6.743 0.004 -0.001 0.004
Si 15.099 15.11 6.681 0.006 -0.032 0.001
Si 0.142 2.827 8.063 -0.01 0.012 -0.001
Si 2.869 16.415 8.09 -0.003 -0.021 0.006
Si 16.439 8.28 8.149 -0.017 -0.009 0.016
Si 2.881 5.551 8.116 0.029 0.015 -0.015
Si 0.126 13.753 8.087 0.01 0.013 -0.001
Si 2.817 11.019 8.131 0.014 -0.026 -0.003
Si 5.63 2.8 8.135 -0.005 -0.006 0.005
Si 8.328 0.14 8.097 0.006 0.008 0.015
Si 5.58 8.269 8.139 0.001 0.005 0.007
Si 8.348 5.516 8.096 0.002 0.006 -0.006
Si 5.59 13.743 8.101 0.008 0.011 0.002
Si 8.305 11.014 8.092 0.003 0.005 -0.007
Si 11.058 2.82 8.051 -0.007 -0.005 0.003
Si 13.74 0.139 8.045 0.012 0.013 -0.003
Si 11.03 8.276 8.105 0.009 0.027 -0.009
Si 13.749 5.546 8.075 -0.011 0.018 -0.001
Si 11.013 13.764 8.071 -0.005 -0.009 -0.001
Si 13.725 11.036 8.134 0.008 -0.004 0.009
Si 1.505 4.18 9.446 -0.012 0.007 -0.003
Si 4.228 1.457 9.468 0.016 0.001 0.004
Si 1.476 9.648 9.495 -0.013 0.003 0.001
Si 4.216 6.912 9.497 -0.001 0.014 0.014
Si 1.512 15.078 9.462 0.02 -0.001 0.001
Si 4.216 12.377 9.449 0.005 -0.001 -0.013
Si 6.979 4.18 9.481 0.005 -0.004 0.005
Si 9.699 1.489 9.449 -0.012 -0.001 0.008
Si 6.94 9.656 9.46 -0.002 -0.006 0.012
Si 9.673 6.907 9.456 -0.011 0.002 0.008
Si 6.95 15.107 9.451 0.004 -0.002 -0.003
Si 9.669 12.386 9.441 0.001 -0.001 -0.009
Si 12.401 4.186 9.429 0.015 0.004 -0.007
Si 15.108 1.478 9.43 -0.002 -0.008 0.006
Si 12.38 9.64 9.473 0.003 -0.026 0.006
Si 15.085 6.902 9.474 0.021 0.003 0.007
Si 12.397 15.1 9.438 -0.017 0.007 0.003
Si 15.107 12.389 9.474 -0.027 0.004 0.008

Results
total energy: -115450.162 eV
total energy less fixed offsets of O -438.35, Si -107.03 eV per atom: 16.178 eV
